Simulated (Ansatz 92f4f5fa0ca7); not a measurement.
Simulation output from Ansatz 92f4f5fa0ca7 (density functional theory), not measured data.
Periodic cell of 184 atoms, Si120O64, from a study of silicon, its oxide and their interface. The atomic structure is a simulated model.
This geometry differs little from another in the collection (a relaxation step or a small displacement).

Settings
functional: r2SCAN
potential files: Ansatz PAW
basis: plane waves
wave-function cutoff: 800 eV
density cutoff ratio: 5
exchange-correlation grid ratio: 1
k mesh: 1 x 1 x 1, shifted by 0.5 0.5 0 of a step
self-consistency stop: 1e-10 eV per atom in the density residual
occupations: fixed
spin: none
net charge: 0

Cell vectors (angstrom)
a	10.888	0	0
b	0	10.888	0
c	0	0	27.0439

Atoms and the computed forces on them: element, x, y, z (angstrom), force x, y, z (eV/angstrom)
Si	0.3813	-0.4673	0.0456	-0.0005	-0.0053	-0.0239
Si	3.0003	2.5987	0.0681	0.001	0.0034	-0.0158
Si	-0.3218	5.8074	0.1359	0.0019	-0.0055	-0.0203
Si	4.2621	9.7066	1.4043	0.0027	0.0021	0.0044
Si	5.2923	0.4378	-0.0569	0.0031	0.004	-0.0229
Si	8.1518	2.9227	0.2323	0.0025	-0.0025	-0.022
Si	5.6368	4.7402	-0.2475	-0.0059	0.0004	-0.0153
Si	8.9103	7.5947	0.1536	-0.0015	0.0065	-0.0154
Si	1.3722	1.3546	1.2203	-0.0001	-0.0007	0.0015
Si	4.2285	3.9703	1.4685	-0.0009	-0.0011	-0.0078
Si	1.5183	6.7783	1.2863	-0.0014	0.0023	-0.002
Si	2.8106	8.4394	0.1678	0.0018	-0.0059	-0.0251
Si	6.9058	1.3506	1.4121	0.0014	0.0001	0.0058
Si	9.5988	4.1839	1.5234	0.0025	-0.001	0.0054
Si	6.9981	6.903	1.3266	-0.0014	-0.0001	-0.003
Si	9.7192	9.3807	1.4352	-0.0027	0.0013	-0.0003
Si	0.0814	2.7	2.6931	0.0002	-0.0031	-0.0026
Si	2.7698	0.0823	2.7159	-0.0042	-0.0001	-0.0009
Si	0.1678	8.0623	2.804	0.0055	-0.0009	0.0004
Si	2.8403	5.4232	2.6809	0.0009	-0.0015	-0.0087
Si	5.5524	2.6489	2.8529	0.0018	0.0012	-0.0026
Si	8.269	-0.0826	2.687	0.0017	0.0005	-0.0055
Si	5.5845	8.2397	2.6852	0.003	-0.002	-0.0104
Si	8.1474	5.4561	2.8274	-0.0026	0.0011	0.0057
Si	1.4472	4.0683	4.0539	0.0002	-0.0006	0.0026
Si	4.1086	1.3544	4.1555	-0.0018	-0.001	0.0037
Si	1.4523	9.5411	4.0845	-0.0023	0.0001	-0.0016
Si	4.1705	6.8407	4.0177	0	0.0005	-0.0012
Si	6.8442	4.0708	4.1775	-0.0008	-0.0027	-0.0034
Si	9.5823	1.3409	4.0456	0.0011	0.0004	0.0047
Si	6.8973	9.5301	4.1161	0.0032	-0.0014	0.001
Si	9.5854	6.7866	4.1342	-0.0035	-0.0004	0.0042
Si	0.0365	-0.0138	5.4273	-0.0006	0.0015	0.001
Si	2.7527	2.7353	5.4767	-0.0003	-0.0016	0.0002
Si	0.0479	5.3963	5.4483	-0.0012	-0.0006	0.003
Si	2.7906	8.1632	5.4193	0.0025	-0.0011	-0.0004
Si	5.4774	-0.0259	5.4714	-0.0024	-0.0013	0.0016
Si	8.2199	2.6854	5.4576	0.0009	-0.0008	0.0033
Si	5.4642	5.4708	5.4514	-0.0001	-0.0001	0.0018
Si	8.2273	8.162	5.474	-0.001	0.0001	0.0018
Si	1.3604	1.3658	6.8014	0.0021	-0.0005	0
Si	4.0987	4.1089	6.8102	0.0022	-0.0008	-0.0003
Si	1.3832	6.8234	6.7749	-0.0004	-0.0017	0.0002
Si	4.108	9.4978	6.8222	0.0014	0.0012	0.0007
Si	6.8125	1.3673	6.8176	0.0019	0.0002	-0.0014
Si	9.5523	4.0587	6.8176	0.0006	0.0007	-0.0016
Si	6.8323	6.8149	6.8129	-0.0002	0.0012	-0.0012
Si	9.546	9.5471	6.8138	0.0015	-0.002	-0.0024
Si	-0.0204	2.6929	8.1834	0.0011	0.0015	0.001
Si	2.7035	-0.0191	8.1441	-0.0011	-0.0001	0.0001
Si	-0.017	8.1584	8.1566	0	-0.0005	0.0011
Si	2.73	5.4663	8.1333	0.0011	-0.001	0.0011
Si	5.4363	2.7317	8.1802	0.0006	-0.0028	0.0009
Si	8.151	-0.0044	8.1657	-0.0023	-0.0004	0.0019
Si	5.4658	8.1578	8.1848	0.0018	0.0016	0.0004
Si	8.1545	5.4213	8.1621	0.0012	-0.0012	0.0011
Si	1.3499	4.1094	9.4543	0.0009	0.0015	-0.0016
Si	4.061	1.33	9.5072	0.001	0.0012	0.0009
Si	1.2885	9.5603	9.5144	-0.0009	0	0.0011
Si	4.0992	6.7838	9.5129	0.0018	-0.0031	-0.0001
Si	6.77	4.1085	9.5592	-0.0012	0.0028	0.0015
Si	9.4495	1.367	9.5444	0.0011	0.0006	0.0017
Si	6.7838	9.5525	9.5456	0.0007	0.001	-0.0001
Si	9.4806	6.8016	9.5202	-0.0006	-0.0011	0.0025
Si	-0.1275	0.0042	10.918	-0.0019	-0.0013	0.0013
Si	2.673	2.7244	10.783	0.0028	-0.0026	-0.0028
Si	-0.031	5.4205	10.8269	-0.0044	-0.0005	0.004
Si	2.7001	8.1743	10.7542	0.0003	0.0014	0.002
Si	5.4197	0.0146	10.9364	0.0008	-0.0001	0.0019
Si	8.0775	2.7195	10.9199	0.0018	0.001	0.0016
Si	5.4091	5.4492	10.967	-0.0014	0.0015	-0.0023
Si	8.0899	8.1527	10.8965	0.0009	0.0021	0.0004
Si	1.2392	1.476	12.1428	-0.0038	0.0027	0.0042
Si	4.0095	3.992	12.2122	0.002	0.0026	0.0006
Si	1.3534	6.8286	12.0785	-0.0005	0.0023	0.0019
Si	3.9964	9.4787	12.1773	0.0014	-0.0047	-0.0036
Si	6.6943	1.4337	12.3755	-0.0015	0.0016	-0.0019
Si	9.4907	4.0699	12.2018	-0.0028	-0.0048	-0.0007
Si	6.7139	6.8891	12.3561	-0.0023	-0.0022	0.0027
Si	9.3467	9.5303	12.2991	0.0002	0.0004	-0.0049
Si	-0.1229	2.6884	13.6613	-0.0018	0.0006	0.0041
Si	2.614	0.0665	13.3401	0.0033	0.0006	-0.0021
Si	0.0294	8.1837	13.4339	0.0007	0.0004	-0.0067
Si	2.6032	5.3693	13.4048	-0.0028	0.0022	-0.0048
Si	5.1518	2.6391	13.8004	0.0034	-0.0033	-0.0081
Si	7.8941	-0.0335	13.7673	-0.0004	-0.0009	0.0043
Si	5.2112	8.1992	13.7675	0.0009	-0.0015	0.0059
Si	8.221	5.5112	13.5408	-0.0105	-0.0098	0.0208
Si	1.0943	4.3285	14.8686	0.0013	0.0009	0.0205
Si	3.9428	1.0007	14.9814	-0.0134	0.0056	0.0281
Si	1.15	9.8053	14.653	0.0011	-0.0019	0.0179
Si	4.0002	6.4446	14.8965	0.003	-0.0011	0.0199
Si	6.089	4.1057	15.3706	0.0109	0.0154	0.0286
Si	9.6694	0.9782	14.9478	-0.004	0.0024	0.0224
Si	5.8532	10.1603	14.994	0.0066	-0.0043	0.0162
Si	9.8732	6.6216	14.7484	-0.0037	0.0001	0.0185
Si	3.5973	7.4682	24.5078	0.0001	0.0026	-0.0318
Si	-8.869	29.2515	21.0135	0.0004	0.0002	-0.0013
Si	2.0114	26.4368	22.3237	-0.0012	0.0051	-0.0174
Si	-4.1902	30.8888	17.8524	0.0015	-0.0064	0.0308
Si	16.4929	5.3401	20.0169	-0.0035	-0.0013	0.0047
Si	14.2516	4.5417	24.8189	-0.0014	0.0081	-0.026
Si	9.0733	21.1543	19.4542	0.0023	-0.0005	0.0131
Si	7.5982	14.9696	17.9307	0.0065	0.007	0.0222
Si	-32.6962	29.6102	18.8729	0.0026	0.0013	0.0134
Si	-7.6583	3.1938	20.1063	0.0045	0.0027	0.0148
Si	8.5326	39.5194	17.3332	-0.0043	-0.0098	0.0239
Si	-2.0137	-24.9148	24.0632	-0.0014	-0.002	-0.0316
Si	-4.1118	-11.6835	21.6144	-0.0022	0.0007	-0.0051
Si	-2.1073	-8.5766	24.4423	0.0028	0.0003	-0.0213
Si	-11.4767	-0.3223	24.1156	0.0017	-0.0027	-0.0439
Si	2.0685	-8.3593	17.1774	-0.0078	0.0042	0.0307
Si	17.0194	7.2533	22.4977	0.0036	0.0008	-0.0142
Si	-11.9576	-9.0036	17.8564	-0.0002	0.006	0.0292
Si	-11.4429	26.7713	24.1416	-0.0034	0.0021	-0.0333
Si	-8.852	20.553	22.833	0.0046	-0.0003	-0.0159
Si	4.3716	7.9844	19.1763	-0.0018	-0.0067	0.0176
Si	4.3195	0.7582	21.8303	-0.0016	-0.0029	-0.0119
Si	24.0636	29.8782	16.8704	-0.003	0.0029	0.034
Si	28.0086	11.6751	24.0546	0.0009	-0.0015	-0.0307
O	-0.5377	-12.5181	-7.5717	0.0013	-0.0036	-0.0106
O	-6.4254	4.2256	-6.8376	-0.001	-0.0009	-0.001
O	10.9141	-16.2887	-11.7014	0.0018	-0.003	-0.0056
O	-20.4609	8.7221	-5.3011	0.0032	0.001	0.006
O	0.9627	7.0465	-7.1699	-0.006	0.0024	-0.0086
O	2.687	19.5168	-3.1669	0.0049	-0.0054	0.0123
O	-7.2209	1.8471	-6.182	0.0012	0.0025	0.0007
O	-3.7734	18.481	-9.5369	-0.0016	0.0054	-0.0143
O	19.4098	7.8832	-1.4142	0.0025	-0.0005	0.0385
O	6.0144	-15.7819	-5.5825	-0.0004	0.0037	0.003
O	-5.9742	18.1311	-3.4615	-0.0052	0.001	0.0116
O	6.0485	17.1514	0.1252	0.0031	0.0016	0.0089
O	0.5346	2.1026	-9.4485	0.0044	0.0008	-0.0123
O	9.4973	17.8963	-8.4252	-0.0032	0.0019	-0.0079
O	-1.3438	9.186	-3.4028	-0.0007	-0.001	0.0089
O	-7.8665	1.4752	16.3261	0.0148	-0.0103	-0.0248
O	-12.1007	0.8218	19.0716	-0.0022	0.0055	-0.006
O	-3.9184	-0.3636	23.1704	-0.0012	0.0032	0.0089
O	14.3657	8.0044	20.5217	0.0007	-0.0018	-0.0074
O	-5.9919	-6.2431	25.3431	0.004	-0.0046	0.014
O	1.6245	9.4365	26.645	-0.0002	0.0026	0.0126
O	2.5572	14.4197	25.8141	0.0007	-0.0078	0.0172
O	-1.7119	12.3128	16.4385	-0.0019	-0.0042	-0.0262
O	-6.788	12.3833	26.5843	-0.0009	-0.0013	0.0099
O	-12.547	25.5782	23.9663	-0.0015	-0.0048	0.0111
O	37.5471	1.2634	23.2779	0.0049	0	0.0118
O	13.7968	17.741	16.059	0.0092	-0.0072	-0.0187
O	-13.5051	5.302	17.1315	0.001	0.0033	-0.0029
O	-16.1865	9.0463	19.0277	0.0072	0.0044	-0.0141
O	-4.9436	21.8898	25.5098	-0.0059	-0.0014	0.0259
O	15.9925	5.4087	15.5539	-0.001	-0.0044	-0.0175
O	6.8718	-6.2648	19.285	0.0027	-0.0023	-0.01
O	7.5275	-3.574	23.2946	0.0048	0.0008	0.0038
O	-2.6929	10.2371	20.8283	-0.0018	0	0.0004
O	11.6979	18.789	17.4909	0.0046	0.0021	-0.0131
O	-0.0959	37.7727	25.6954	0.0012	0.0098	0.0323
O	4.9861	6.4924	19.0526	0.0002	0.0024	-0.0026
O	6.0875	20.75	16.5821	-0.0094	0.0123	-0.0333
O	-0.0317	10.7697	15.2493	0.0023	-0.0024	-0.0111
O	24.6001	-7.9863	18.5663	-0.003	-0.0039	-0.0171
O	13.1957	17.1001	21.9629	-0.0022	-0.0039	0.0022
O	18.3423	4.5337	14.6169	-0.0066	0.0003	-0.0126
O	3.1982	4.0593	23.2756	0.0019	-0.0023	0.0142
O	22.6767	21.4849	23.4822	-0.0059	0.0011	0.0056
O	3.3555	-2.4623	18.0129	-0.0073	-0.0013	-0.0124
O	7.0121	3.9003	26.6115	0.0008	-0.0031	0.0181
O	21.3132	10.6269	25.7199	0.0082	0.0029	0.0244
O	-8.9105	14.7089	20.9388	0	-0.0031	-0.0032
O	-7.7056	10.5513	22.147	-0.0022	0	0.005
O	-4.3923	3.5068	16.8564	-0.0107	-0.0007	-0.026
O	-8.9932	3.8218	16.2085	-0.0045	0.0053	-0.0214
O	9.2374	7.4467	16.0124	0.0069	-0.0039	-0.0245
O	13.0276	9.3558	15.8764	-0.0032	0.0123	-0.0206
O	8.8405	13.997	18.3115	0.0019	-0.0024	-0.0123
O	-1.8941	24.0078	26.0512	-0.0064	0.0083	0.0289
O	20.4662	1.0847	23.7186	-0.0029	0.0044	0.0123
O	-1.0238	-4.3899	23.7412	-0.0012	-0.0015	0.007
O	5.6095	11.0571	21.0271	0.0022	0.0005	0.0026
O	-13.7363	-1.0099	18.2797	-0.013	-0.0014	-0.0055
O	6.1714	19.4798	21.5923	0.0016	-0.0007	-0.0001
O	14.7413	18.8785	26.0204	-0.0073	0.0022	0.0275
O	-3.685	-8.8082	24.1468	-0.0005	-0.0008	0.011
O	22.409	-6.33	23.1436	-0.0064	0.0008	0.01
O	2.7897	27.8466	24.7703	0.0027	-0.0008	0.0146

Results
free energy: -113256.871 eV
free energy less fixed offsets of O -570.45, Si -639.56 eV per atom: -0.871 eV

The program warned: the cutoff lies below the one the program advises for these potential files; the forces do not sum to zero within the program's tolerance; empty levels may hold ghost states of the PAW files; the exchange-correlation potential is rough where the density is thin.
